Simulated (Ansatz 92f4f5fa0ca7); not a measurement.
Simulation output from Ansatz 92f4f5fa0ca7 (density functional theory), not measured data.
Periodic cell of 252 atoms, Si144O100N8, from a study of silicon, its oxide and their interface. The atomic structure is a simulated model.
This geometry differs little from another in the collection (a relaxation step or a small displacement).

Settings: functional r2SCAN; potential files Ansatz PAW; basis plane waves; wave-function cutoff 800 eV; density cutoff ratio 5; exchange-correlation grid ratio 1; k mesh 1 x 1 x 1, shifted by 0.5 0.5 0 of a step; self-consistency stop 1e-10 eV per atom in the density residual; occupations fixed; spin none; net charge 0.

Cell vectors (angstrom)
a, 10.887, 0, 0
b, 0, 10.887, 0
c, 0, 0, 35.1702

Atoms and the computed forces on them: element, x, y, z (angstrom), force x, y, z (eV/angstrom)
Si, 0.7664, -0.576, 0.2511, 0.0027, 0.0142, -0.0641
Si, 2.7446, 2.6441, 0.4198, -0.0048, 0.0016, -0.037
Si, 0.5669, 4.8644, -0.0899, -0.0013, 0.0095, -0.0711
Si, 2.9111, 7.9263, 0.3862, 0.0025, -0.0064, -0.0385
Si, 4.8971, 0.4361, 0.0626, 0.0047, -0.0081, -0.061
Si, 7.5606, 3.1647, -0.0537, 0.0105, -0.018, -0.0658
Si, 5.3566, 5.5508, 0.2152, -0.0056, 0.0063, -0.0269
Si, 8.429, 8.1636, -0.3655, 0.0035, 0.0017, -0.0789
Si, 1.4611, 1.1834, 1.6653, -0.0005, 0.001, -0.0009
Si, 4.1146, 4.1147, 1.5859, 0.0014, 0.0019, 0.0016
Si, 1.4237, 6.5232, 1.4433, 0.0011, 0.0015, 0.0029
Si, 4.145, 9.565, 1.4957, -0.0033, -0.0001, 0.002
Si, 6.655, 1.4532, 1.3059, -0.0002, -0.0023, 0.0031
Si, 9.5224, 4.0308, 1.1132, 0.0002, 0, 0.0029
Si, 6.9694, 6.9208, 1.1914, -0.0014, -0.0009, 0.0011
Si, 9.6958, 9.4088, 1.2082, -0.0021, 0, 0.0064
Si, -0.084, 2.6475, 2.6642, -0.0022, 0.0029, -0.0018
Si, 2.8297, -0.0851, 2.995, 0.0009, -0.0015, 0.0008
Si, 0.0409, 8.0233, 2.6888, -0.0014, 0.0012, -0.0014
Si, 2.7511, 5.3813, 2.9398, -0.0009, 0.0017, -0.0012
Si, 5.4682, 2.714, 2.8644, 0.0012, -0.0022, -0.0006
Si, 8.2018, -0.0084, 2.505, 0.0012, 0.0002, -0.0032
Si, 5.6144, 8.2082, 2.6894, -0.0008, -0.0034, -0.0022
Si, 8.2765, 5.4707, 2.5804, 0.001, 0.0003, 0.0006
Si, 1.3113, 3.9775, 4.1114, 0.0002, -0.0013, -0.0003
Si, 4.1432, 1.3552, 4.2418, -0.0006, 0.0009, 0.0016
Si, 1.3588, 9.4138, 4.1251, 0.0003, -0.0019, 0.0009
Si, 4.1754, 6.8469, 4.0863, 0.0006, 0.0009, -0.0017
Si, 6.8989, 4.1259, 4.0377, 0.0002, 0.0017, 0.0007
Si, 9.48, 1.3132, 4.0259, -0.0011, -0.0001, 0.0009
Si, 6.9121, 9.5705, 4.0432, -0.0005, 0.0004, 0.0005
Si, 9.5523, 6.7591, 4.0822, 0, -0.0003, -0.0015
Si, -0.0171, -0.0383, 5.4023, -0.0002, 0.0004, -0.0012
Si, 2.6925, 2.6764, 5.5062, -0.0004, 0.0007, 0.0003
Si, 0.0104, 5.3976, 5.4543, 0.0001, -0.0003, 0.0011
Si, 2.7675, 8.136, 5.4797, 0, -0.001, 0.0003
Si, 5.5306, -0.0141, 5.489, 0.0007, -0.0013, -0.0005
Si, 8.1865, 2.7203, 5.4203, 0.0006, -0.0005, 0.0002
Si, 5.503, 5.4493, 5.4217, 0.0003, -0.0005, 0.0003
Si, 8.2057, 8.1666, 5.4212, -0.0008, -0.0008, 0.0001
Si, 1.3278, 1.3089, 6.8246, 0.0005, 0, 0.0005
Si, 4.0871, 4.0921, 6.7721, 0.0008, -0.0012, 0.0005
Si, 1.3793, 6.7704, 6.8027, 0.0007, 0, 0.0004
Si, 4.1023, 9.5356, 6.819, 0.0002, -0.0002, 0.0005
Si, 6.8331, 1.3898, 6.8198, -0.0003, 0.0003, 0
Si, 9.532, 4.0666, 6.8132, 0.0009, -0.0004, -0.0001
Si, 6.8219, 6.8209, 6.7924, 0.0002, -0.001, 0.0002
Si, 9.5362, 9.5264, 6.7978, 0.0005, -0.0011, 0.0003
Si, -0.0211, 2.6971, 8.1728, -0.0004, -0.0004, 0.0001
Si, 2.7073, -0.0218, 8.1912, 0.0003, -0.0012, 0.0006
Si, -0.002, 8.1526, 8.1424, 0.0005, -0.001, 0.0001
Si, 2.7303, 5.4241, 8.1539, 0.0007, -0.0005, 0.0001
Si, 5.4464, 2.7546, 8.1509, 0.0016, 0.0009, 0.0004
Si, 8.1704, 0.0038, 8.1528, 0.0005, -0.0012, 0.0004
Si, 5.44, 8.1587, 8.1563, 0.0005, -0.0013, -0.0003
Si, 8.1854, 5.4688, 8.1573, 0.0005, -0.0006, -0.0004
Si, 1.3189, 4.1074, 9.4979, -0.0008, -0.0001, 0.0006
Si, 4.0844, 1.3852, 9.4964, 0.0014, -0.0007, 0.0008
Si, 1.3233, 9.4833, 9.5377, 0.0008, 0.001, 0.0001
Si, 4.0681, 6.8007, 9.5051, 0.0002, -0.002, 0.0018
Si, 6.8073, 4.1394, 9.5095, 0.0009, -0.0006, 0.0014
Si, 9.4751, 1.3727, 9.5331, -0.0008, -0.0008, 0.0011
Si, 6.8166, 9.5109, 9.4953, 0, -0.0017, 0.001
Si, 9.4977, 6.8607, 9.5497, 0.0004, -0.0002, -0.0001
Si, -0.1133, -0.0542, 10.8527, -0.0004, 0.0002, 0.0006
Si, 2.7112, 2.7782, 10.8101, 0.0003, 0.0016, 0.0012
Si, -0.0442, 5.4872, 10.8805, -0.0002, 0.0004, -0.0007
Si, 2.6628, 8.0806, 10.8847, 0.0002, -0.0025, -0.0011
Si, 5.4649, -0.0165, 10.8076, 0.0001, -0.0031, 0.0003
Si, 8.1247, 2.7706, 10.8917, 0.0004, 0.0003, 0
Si, 5.5094, 5.5551, 10.8719, 0, -0.0007, -0.0015
Si, 8.1216, 8.2055, 10.9725, -0.0006, 0.0009, -0.0015
Si, 1.2745, 1.3697, 12.0184, 0.0026, -0.0017, -0.0006
Si, 4.1177, 4.1917, 12.0963, 0.0015, -0.0012, -0.0038
Si, 1.2913, 6.76, 12.3406, 0.0011, 0.0007, -0.0006
Si, 4.0933, 9.4659, 12.0836, 0.0009, 0.0015, -0.0019
Si, 6.7827, 1.3498, 12.2014, -0.001, -0.0007, -0.0001
Si, 9.4359, 4.206, 12.251, 0.0001, 0.0001, -0.0008
Si, 6.7613, 6.9015, 12.4204, 0.0003, 0.0003, 0.0006
Si, 9.4135, 9.5789, 12.385, 0.0005, 0.0006, -0.0013
Si, -0.0046, 2.7615, 13.3733, 0.0009, 0.0015, 0.002
Si, 2.6415, -0.0547, 13.2148, 0.0005, -0.0004, 0.0006
Si, -0.1142, 8.1751, 13.7179, -0.0001, -0.0004, 0.004
Si, 2.8217, 5.4013, 13.6029, 0.0034, 0.0004, -0.0032
Si, 5.3117, 2.7092, 13.4074, 0.0005, 0.0011, -0.0018
Si, 8.0817, 0.1337, 13.806, 0.0024, -0.0029, 0.0054
Si, 5.3361, 8.3308, 13.7444, 0.0024, -0.002, 0.0032
Si, 8.0849, 5.4906, 13.8177, -0.0006, 0.0017, 0.0041
Si, 1.7395, 3.5867, 14.7019, 0.0096, -0.0133, -0.0503
Si, 3.8105, 1.3229, 14.6138, 0.0029, -0.0082, -0.0289
Si, 1.5109, 9.5139, 14.7414, 0.0035, -0.0103, -0.0389
Si, 3.6629, 7.2029, 14.996, -0.0053, 0.0138, -0.0617
Si, 6.8354, 3.7212, 14.8481, 0.017, 0.0032, -0.0578
Si, 9.4093, 1.8388, 14.9335, -0.0114, -0.0095, -0.0505
Si, 6.1778, 10.1789, 15.0474, -0.0054, 0.0025, -0.0596
Si, 9.415, 6.931, 15.2363, 0.0067, -0.0078, -0.0677
Si, -3.0364, -1.9847, 17.176, -0.0193, 0.0016, -0.1395
Si, -8.2306, 7.3936, 28.997, 0.0245, -0.0001, -0.1602
Si, 8.1873, -14.4837, 19.5587, 0.0184, 0.0083, -0.1298
Si, -6.8568, -13.8378, 26.349, 0.0294, 0.0002, -0.1412
Si, 22.9072, 1.9057, 22.2999, 0.0183, -0.0034, -0.1755
Si, 33.2594, 0.9471, 19.3129, -0.0129, 0.0027, -0.1666
Si, 16.2494, 1.6061, 19.6361, 0.002, 0.0149, -0.1433
Si, -0.058, 22.9401, 24.9329, 0.0042, 0.0079, -0.1481
Si, 5.9713, 1.7865, 28.1921, -0.0125, 0.0039, -0.1396
Si, 2.0064, 2.8059, 31.0215, 0.0286, -0.0062, -0.1373
Si, 29.5827, 4.486, 19.022, 0.013, -0.0098, -0.1299
Si, 7.0814, 11.3465, 30.586, -0.0089, 0.0205, -0.1599
Si, -7.4103, -16.806, 25.2084, -0.0079, -0.0087, -0.1411
Si, 6.3029, 3.6249, 24.4928, -0.0042, -0.012, -0.1621
Si, 6.2381, 18.931, 21.8007, 0.0111, -0.0174, -0.168
Si, 8.0492, 23.2449, 26.0335, -0.0059, -0.0053, -0.1549
Si, -3.5557, 10.802, 20.8649, 0.0313, -0.0172, -0.1466
Si, 9.9367, 13.6929, 17.8268, 0.0341, -0.0019, -0.1147
Si, 8.7814, -8.8783, 32.4183, 0.0076, 0.0033, -0.143
Si, 1.7551, 19.5451, 31.6789, -0.0041, -0.0004, -0.1429
Si, 6.5231, 11.8488, 23.4773, -0.0044, -0.0027, -0.1616
Si, -8.2934, -0.2455, 26.0614, -0.0079, 0.0094, -0.1124
Si, 22.9628, 12.1336, 16.4375, 0.0043, -0.0022, -0.1061
Si, -2.3292, 8.3732, 26.5022, -0.0298, 0.0067, -0.1442
Si, -4.5871, -1.296, 33.0564, 0.0095, 0.0027, -0.1348
Si, 7.427, 5.5116, 26.5805, -0.0128, -0.0036, -0.1375
Si, 19.6985, 6.5551, 30.0635, -0.0321, 0.0079, -0.1276
Si, -0.5074, -15.1864, 32.6884, 0.002, -0.0003, -0.1559
Si, 13.4883, 4.4168, 22.2728, -0.0029, 0.0038, -0.1491
Si, 21.5985, 18.707, 28.1009, 0.0007, 0.0143, -0.12
Si, 20.573, -1.2424, 19.2851, 0.0096, -0.0097, -0.1217
Si, 14.7629, 1.7158, 21.9679, -0.0066, -0.0027, -0.1435
Si, 22.3182, -10.343, 32.5195, 0.0081, 0.0189, -0.1347
Si, 17.2341, 4.7911, 29.0129, 0.0119, -0.0126, -0.1349
Si, 19.4356, -7.4712, 28.1845, -0.0193, -0.0212, -0.1452
Si, 3.8129, 5.1597, 30.7825, -0.0009, -0.0248, -0.146
Si, 4.2437, 18.2198, 33.0132, -0.0057, -0.0089, -0.138
Si, 14.9791, -19.6573, 25.8745, 0.0049, 0.0167, -0.1303
Si, 0.5218, 16.1929, 17.0927, -0.0118, 0.0069, -0.0935
Si, -2.0888, 20.1684, 29.3263, 0.0004, -0.0084, -0.1301
Si, 5.2471, 25.5475, 17.6255, 0.001, 0.0201, -0.1358
Si, 3.3477, 16.91, 17.7963, -0.0264, 0.0033, -0.1395
Si, 6.3329, 14.9804, 21.3317, 0.0233, 0.0139, -0.1769
Si, 12.3645, 3.2204, 26.2631, -0.0063, 0.0082, -0.1204
Si, -4.3903, 19.8493, 24.6596, -0.0196, 0.0002, -0.1657
Si, 10.1537, 4.1532, 30.8502, -0.0083, -0.01, -0.1361
Si, 13.6752, 23.4591, 28.3018, 0.0062, -0.0093, -0.1546
Si, 15.0205, -4.5753, 20.6955, -0.0016, 0.0147, -0.147
O, 3.7779, 1.5899, 34.7958, -0.003, 0.0036, 0.0282
O, 1.7497, -1.8372, 34.9695, 0.0037, -0.0054, 0.0322
O, 11.4118, 7.692, 32.0961, -0.0136, -0.0136, 0.0552
O, -4.0688, 11.8513, 27.0194, -0.0258, 0.0072, 0.0863
O, -2.7975, 13.1272, 33.8548, -0.0319, 0.0288, 0.1014
O, 0.5644, 11.204, 34.0915, 0.0032, -0.024, 0.1
N, -6.1639, -7.2618, 25.2143, -0.0109, -0.0138, 0.0702
O, 7.1578, 15.6616, 25.194, 0.0202, 0.036, 0.0886
O, -4.3039, -0.6598, 31.6103, -0.0201, -0.0388, 0.0969
O, 12.5436, 3.6417, 34.7965, 0.007, -0.0058, 0.0331
N, 4.0937, 6.7835, 34.626, 0.0003, -0.0116, 0.0715
O, 5.3569, -0.2369, 33.8205, -0.0241, 0.0257, 0.0735
O, 9.2677, 7.2744, 33.6815, -0.0345, 0.0283, 0.0805
O, 0.8153, -7.0807, 30.5772, -0.0051, 0.0008, 0.0448
O, 2.8885, 19.9281, 25.9235, -0.0006, -0.0075, 0.0426
O, 10.8924, 12.2356, 23.3053, -0.0259, -0.015, 0.1091
O, 5.885, 13.6194, 20.6332, -0.0003, 0.0148, 0.0748
O, 1.5766, -9.6239, 18.0343, -0.0076, -0.0067, 0.0989
O, 4.9466, 0.357, 15.3705, 0.0088, -0.0031, 0.0272
O, 14.6719, 4.4559, 17.7335, 0.0059, -0.0036, 0.0452
O, -8.7821, 4.7102, 26.0992, -0.0224, -0.0085, 0.0518
O, 2.5412, 22.9726, 22.7098, -0.0023, -0.0035, 0.0588
O, -1.8111, 9.7995, 17.7708, 0.0223, 0.0078, 0.0761
O, 8.128, 2.8087, 15.2983, 0.0042, 0.0025, 0.0343
O, 3.908, 6.7014, 19.1419, 0.0213, 0.0043, 0.1095
O, 6.6642, -1.0973, 16.5568, 0.0254, -0.0164, 0.0697
O, 6.4826, -13.8545, 23.4016, 0.0057, 0.0237, 0.1222
O, 12.1046, 14.4392, 22.3614, -0.0001, 0.0032, 0.0466
O, 6.4219, 9.5621, 21.3239, -0.0111, -0.0088, 0.0558
O, 14.9392, -4.1704, 16.5058, -0.0033, -0.0216, 0.0883
O, 11.9191, 23.2473, 20.7483, 0.0195, 0.0287, 0.1301
O, 14.5655, 3.3146, 21.7974, -0.006, 0.0044, 0.0482
N, 15.2416, 2.1064, 27.6217, 0.0085, -0.0086, 0.0939
O, -10.9288, 15.0319, 18.0666, -0.0096, -0.0136, 0.0477
O, 7.356, 7.1956, 20.9474, -0.0375, 0.0123, 0.0858
O, 7.9921, -1.6805, 25.2553, 0.0363, -0.0101, 0.0776
O, 7.2779, -2.81, 18.4496, 0.0058, -0.0214, 0.0815
O, 6.2823, -6.2511, 18.5109, 0.0233, 0.0051, 0.0556
O, 23.1155, -3.5435, 28.0516, 0.0071, -0.0023, 0.0544
O, 16.3438, 19.4124, 25.8264, -0.0295, -0.0127, 0.0661
O, 9.4571, 14.4926, 29.4882, 0.0407, 0.0211, 0.1056
O, 18.3703, 0.8719, 22.1673, -0.0171, 0.0251, 0.1085
O, 5.0519, 15.5344, 29.9054, -0.0417, 0.0141, 0.0702
O, -5.0591, 3.8696, 16.1247, -0.0289, -0.0023, 0.0947
O, 8.5788, 27.6604, 18.8759, -0.0069, 0.0055, 0.0455
O, 2.4495, 0.2231, 27.6411, -0.0014, 0.0224, 0.0759
O, -9.7669, 21.8894, 25.3914, 0.0271, -0.0144, 0.0531
O, -3.3079, -9.1066, 31.3615, 0.0252, 0.0143, 0.076
O, 13.4409, -8.5143, 25.4307, -0.0025, -0.001, 0.0519
O, 1.7251, 6.1394, 17.7773, 0.0161, 0.0084, 0.0452
O, 5.0868, 1.4998, 22.9846, 0.0351, -0.0046, 0.0857
O, 2.7324, 5.6585, 21.2246, -0.0166, -0.031, 0.0691
O, 15.5894, 18.5046, 21.4708, 0.0142, 0.0181, 0.0563
O, 1.0967, -0.31, 15.9339, -0.0083, 0.0229, 0.0478
O, 5.0919, 13.1324, 18.1723, 0.0046, -0.0341, 0.083
O, -1.9442, -8.6263, 27.1494, 0.0016, 0.0324, 0.0796
O, 5.323, -5.6279, 20.9098, 0.0055, -0.0121, 0.0588
O, -0.7198, -2.7072, 26.6049, 0.0205, -0.0085, 0.0662
O, 2.5265, 19.24, 15.3034, 0.0043, -0.0069, 0.026
O, -3.2578, -1.5727, 33.9429, 0.0259, -0.0218, 0.0608
O, 7.8685, -3.9159, 26.2093, 0.012, -0.003, 0.0519
O, 8.8075, 10.4233, 20.3884, -0.0424, 0.0211, 0.0684
O, 8.4237, 14.237, 18.0427, -0.0266, 0.0168, 0.0508
O, 9.6017, 18.9679, 19.7019, -0.0029, -0.0035, 0.0436
O, 9.7628, 6.6568, 28.7351, -0.0191, -0.0185, 0.0745
O, -2.5098, 10.7374, 29.8172, -0.0175, 0.0187, 0.0621
O, 17.0677, -11.3595, 24.0776, 0.0014, -0.0242, 0.0662
O, 8.3631, -2.9303, 15.9565, -0.0194, 0.0279, 0.0679
O, -5.2754, 19.0505, 32.8031, -0.002, 0.0001, 0.0444
N, 9.7538, 5.7914, 31.2715, 0.0216, 0.0067, 0.0925
N, 13.3061, 2.1115, 15.4746, -0.0135, -0.0038, 0.0481
O, 24.766, 5.0802, 23.6776, 0.023, 0.0115, 0.121
N, 6.8901, 24.9837, 28.5858, 0.0001, 0.0141, 0.0624
O, 14.8689, 0.4985, 25.5014, -0.0087, 0.0031, 0.0507
O, 7.7963, 15.1554, 20.6335, -0.0254, -0.0051, 0.0851
O, -13.376, 8.1008, 30.3952, -0.0036, -0.0122, 0.058
O, 1.6316, 2.7462, 27.7972, 0.0116, -0.0158, 0.0793
O, 25.6559, -14.0105, 27.9798, -0.0329, -0.0119, 0.1047
O, 19.5412, 15.6594, 27.3136, 0.0108, -0.0116, 0.0628
O, 22.9028, 15.4116, 15.851, -0.0152, 0.0234, 0.061
O, 2.3488, -2.4269, 30.1746, -0.0197, 0.0238, 0.105
O, 21.8966, 13.5759, 25.5662, 0.0113, 0.0203, 0.0547
O, 14.0495, 3.8464, 31.4596, -0.0032, 0.0039, 0.0481
O, 12.0775, 10.167, 31.7556, -0.0086, 0.0117, 0.0501
O, 10.2627, -4.6148, 16.4764, 0.02, -0.0192, 0.0542
O, 20.7327, -10.0974, 32.2153, 0.0067, -0.0052, 0.0434
O, 14.8283, 6.4558, 25.6607, 0.0006, 0.0373, 0.0563
O, 21.002, 12.6457, 19.0311, 0.0098, -0.0231, 0.069
O, 22.0661, 10.2404, 19.3292, -0.0011, -0.0013, 0.0452
O, 6.4335, 4.3533, 34.6866, -0.007, 0.0091, 0.0246
O, 10.4033, 20.0262, 29.0323, -0.0073, 0.0068, 0.0511
N, 7.0857, 12.9664, 24.6803, 0.024, 0.0089, 0.093
O, -8.2414, 1.803, 29.8976, -0.0265, 0.0234, 0.112
O, 3.0005, -2.5609, 32.6667, 0.0301, -0.0096, 0.0698
O, 9.3107, -10.2132, 25.3236, -0.018, 0.0043, 0.052
O, 6.1354, -16.2219, 27.5797, -0.0095, -0.0114, 0.0824
O, 4.0823, 33.6999, 20.4831, -0.0169, 0.0065, 0.0816
O, -6.5702, 17.0028, 31.9598, 0.01, 0.0502, 0.0969
O, 1.4441, 12.7332, 32.182, -0.0222, -0.0314, 0.064
N, 21.3146, 1.9368, 16.3774, 0.0007, 0.0113, 0.0795
O, -4.5083, 25.7779, 22.9212, -0.0045, -0.016, 0.1427
O, 9.6046, 3.3464, 32.1213, -0.016, -0.0251, 0.0656
O, 5.9213, -10.0455, 29.5208, 0.0232, -0.0329, 0.0974
O, 29.2597, 16.5411, 29.8033, 0.0303, 0.0255, 0.0589
O, -4.3299, 0.529, 19.5723, 0.0068, -0.0077, 0.0601
O, 11.1841, 16.3863, 33.5854, 0.0172, -0.0266, 0.0891
O, 8.0465, 9.0038, 27.9061, 0.0108, 0.0155, 0.1005
O, 13.7524, 5.964, 29.737, 0.0091, -0.0198, 0.0692

Results
free energy: -152230.328 eV
free energy less fixed offsets of N -386.36, O -570.45, Si -639.56 eV per atom: 2.192 eV

The program warned: the cutoff lies below the one the program advises for these potential files; the forces do not sum to zero within the program's tolerance; empty levels may hold ghost states of the PAW files; the exchange-correlation potential is rough where the density is thin.
